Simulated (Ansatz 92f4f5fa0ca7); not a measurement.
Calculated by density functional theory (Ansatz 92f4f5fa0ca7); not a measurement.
Periodic cell of 237 atoms, Si146O90P1, from a study of silicon, its oxide and their interface. The atomic structure is a simulated model.
Doubt: the cutoff is low for norm-conserving oxygen, so forces and energies are approximate.
Doubt: the program's own warning below bears on the result.

Settings
functional: HSE06
potential files: SPMS norm-conserving
basis: plane waves
wave-function cutoff: 800 eV
density cutoff ratio: 4
exchange-correlation grid ratio: 1
k mesh: 1 x 1 x 1, Gamma-centred
occupations: fixed
spin: none
net charge: +1 e, with a uniform compensating background and no finite-size correction

Cell vectors (angstrom)
a 11.6015 0 0
b 0 10.938 0
c 0 0 32.0622

Atoms: element, x, y, z (angstrom)
Si -0.2009 -0.111 23.2679
Si 3.6698 0.1703 23.0904
Si 7.5283 -0.1533 23.4295
Si 1.6732 1.3302 23.4084
Si 5.7201 1.3997 23.1888
Si 9.4417 1.1882 23.4012
Si 0.1475 5.3103 23.4512
Si 4.11 5.2809 23.3959
Si 8.0154 5.6045 23.5579
Si 2.1532 6.5803 23.3661
Si 5.9452 6.7617 23.4939
Si 9.9931 6.8565 23.608
Si 1.8958 2.6456 25.364
Si 5.8212 2.6418 25.2509
Si 9.6211 2.6923 25.261
Si 11.5974 3.9985 25.3727
Si 3.8834 3.9586 25.3188
Si 7.7247 4.0851 25.3458
Si 1.9627 8.1364 25.1922
Si 5.7675 8.1616 25.3746
Si 9.6968 8.2476 25.4427
Si 11.6225 9.5404 25.2706
Si 3.8562 9.5761 25.069
Si 7.6848 9.5153 25.404
Si 11.6408 -0.0163 27.2072
Si 3.8932 -0.0613 27.1152
Si 7.7507 -0.0278 27.2892
Si 1.9772 1.3057 27.2772
Si 5.8219 1.3126 27.2019
Si 9.6855 1.3216 27.2048
Si 11.5834 5.4604 27.2336
Si 3.8383 5.4129 27.2136
Si 7.7053 5.4547 27.2743
Si 1.9281 6.8144 27.1744
Si 5.7527 6.7914 27.2826
Si 9.6461 6.8064 27.3012
Si 1.9385 2.7168 29.1827
Si 5.7899 2.7164 29.1262
Si 9.6731 2.7235 29.1393
Si 0.0066 4.0896 29.1604
Si 3.8595 4.0864 29.1714
Si 7.7273 4.0801 29.1884
Si 1.9339 8.1838 29.1191
Si 5.7889 8.18 29.1919
Si 9.667 8.1862 29.2192
Si -0.0005 9.5512 29.1494
Si 3.8673 9.5529 29.1062
Si 7.73 9.5393 29.2075
Si -0.0022 -0.002 31.0905
Si 3.8564 0.0022 31.0589
Si 7.7257 0.0052 31.1119
Si 1.9259 1.3673 31.1184
Si 5.7911 1.3657 31.0651
Si 9.6639 1.3601 31.0863
Si 0.0064 5.4672 31.0909
Si 3.8656 5.4741 31.1007
Si 7.737 5.4646 31.1239
Si 1.9347 6.8402 31.0724
Si 5.8007 6.8293 31.1232
Si 9.6744 6.8253 31.1482
Si 1.9291 2.7531 0.9883
Si 5.7941 2.7507 0.9273
Si 9.6647 2.7371 0.9644
Si -0.0132 4.1095 0.9593
Si 3.8633 4.118 0.9789
Si 7.7373 4.1105 0.9987
Si 1.9287 8.2192 0.9439
Si 5.7944 8.2303 0.9692
Si 9.6668 8.2247 1.0078
Si -0.0032 9.5928 0.9836
Si 3.8575 9.5933 0.9566
Si 7.7349 9.5825 0.9855
Si 11.6104 0.0413 2.9226
Si 3.8559 0.0305 2.9097
Si 7.7409 0.0301 2.9024
Si 1.9347 1.409 2.9325
Si 5.8114 1.3732 2.8352
Si 9.6616 1.392 2.9191
Si 11.5664 5.5103 2.8658
Si 3.8773 5.5042 2.9117
Si 7.7378 5.5212 2.9216
Si 1.9141 6.83 2.8581
Si 5.8093 6.8681 2.8909
Si 9.6612 6.9068 2.9741
Si 1.9147 2.8429 4.8298
Si 5.8377 2.7352 4.7445
Si 9.6001 2.8077 4.8299
Si 11.5431 4.1442 4.7771
Si 3.9201 4.1084 4.8262
Si 7.7182 4.2154 4.887
Si 1.8912 8.1579 4.7995
Si 5.8104 8.27 4.7888
Si 9.665 8.3322 4.9128
Si 11.6364 9.6631 4.89
Si 3.8206 9.4964 4.7837
Si 7.7249 9.6857 4.8883
Si 11.6004 0.2434 6.7816
Si 3.7583 -0.0421 6.651
Si 7.7171 0.0678 6.9085
Si 2.054 1.5148 6.7681
Si 5.7174 1.2857 6.621
Si 9.6489 1.5321 6.8281
Si 11.5306 5.5122 6.6937
Si 3.9871 5.4417 6.7956
Si 7.7416 5.6858 6.8307
Si 1.9805 6.6527 6.6514
Si 5.8143 6.9891 6.75
Si 9.7588 7.0522 6.9171
O 9.9978 7.984 8.3065
O 7.6643 9.9499 8.2219
O 7.406 4.7555 8.1729
O 3.3821 10.3508 8.1995
O 2.0323 7.5645 8.0258
O 4.0118 4.5929 8.25
O 9.7779 2.466 8.2131
O 2.6287 2.3428 8.1303
O 11.4014 4.5792 8.0596
O 5.374 2.3769 7.8208
O 5.8173 7.9963 8.0871
O 11.3105 10.3284 8.1619
O 11.2481 10.0609 21.7772
O 3.2687 10.6649 21.5103
O 5.7368 7.7832 22.1893
O 4.2202 4.443 21.9329
O 7.6676 9.6838 22.1588
O 10.2769 7.6458 22.1717
O 1.5279 2.3052 22.0559
O 5.9512 2.4259 21.8673
O 8.4454 4.7014 22.2036
O -0.1069 4.4237 22.02
O 2.3593 7.413 21.9492
O 9.0983 1.8733 21.8106
Si 1.9153 7.7974 9.6083
Si 5.0354 0.5815 17.6791
Si 2.4993 5.4396 14.021
Si 10.5603 3.8918 14.0381
Si 8.3005 2.4017 15.287
P 9.5039 2.2282 20.3771
Si 10.5171 3.6615 9.0645
Si 0.0367 2.3349 11.5596
Si 11.0472 8.1651 15.3968
Si 5.1819 6.9416 13.9933
Si 5.7759 2.6435 11.1239
Si 8.5958 7.6113 19.3681
Si 8.105 4.8512 20.6367
Si 5.9416 9.606 15.1947
Si 2.1138 7.6111 20.3573
Si 1.897 4.863 18.7786
Si 4.4844 3.4457 18.0025
Si 8.546 8.9687 16.8306
Si 0.8515 9.5054 13.2963
Si 9.9231 10.6685 11.729
Si 5.336 3.6849 21.0059
Si 0.5881 5.5422 16.2471
Si 10.7827 9.1615 9.1524
Si 6.5622 8.8507 21.2829
Si 7.1249 7.1295 11.4878
Si 2.6854 0.7559 12.2071
Si 10.88 8.6406 21.0382
Si 6.0343 4.3303 15.6312
Si 7.1011 0.4959 12.9992
Si 4.0742 2.9867 8.5974
Si 0.884 6.7648 11.9006
Si 6.5728 9.0637 9.0751
Si 0.6303 3.2714 21.1427
Si 9.7976 6.5478 12.9036
Si 7.7353 4.5568 9.7529
Si 3.9916 10.0298 20.1797
Si 4.2714 3.058 13.5175
Si 3.8579 10.0233 9.7313
Si 8.0552 0.7966 18.0341
O 11.4991 3.2624 12.8841
O 9.3602 4.4943 9.8775
O 8.8081 3.5247 19.9072
O 4.0328 -0.0623 18.7933
O 11.3229 4.5529 15.3103
O 9.8583 9.8054 10.3381
O 3.7814 1.5555 13.1229
O 0.6756 9.084 14.8658
O 6.4858 0.9815 18.3891
O 4.7389 3.1578 19.5972
O 6.2875 1.2246 11.7825
O 0.5434 8.6423 9.874
O 5.6288 4.3309 17.2299
O 8.4427 7.2442 12.4118
O 4.4329 2.6472 10.1618
O 2.081 5.6453 15.585
O 3.3754 0.0868 10.9028
O 5.8912 7.2312 12.5512
O 2.2999 6.2699 19.4721
O 0.631 4.9655 17.7716
O 8.4346 10.7087 12.4
O 5.4782 10.0879 9.7046
O 0.588 8.1433 20.2137
O 9.7698 2.6282 14.6786
O 2.0253 10.6117 13.2235
O 9.9956 9.1416 16.147
O 6.1364 10.3489 13.7559
O 7.4694 1.5354 14.2069
O 1.5511 3.8127 19.9616
O 5.9207 5.791 14.9138
O 7.3908 9.0477 15.7097
O 1.5143 1.6952 11.6164
O 7.2016 8.3057 10.3669
O 4.3343 1.9904 17.2728
O 7.0602 3.1816 10.2906
O 11.565 7.0319 16.4344
O 8.3684 10.1759 17.8979
O 3.2657 8.5516 10.1064
O 7.5843 3.8377 15.5504
O 3.1141 4.2862 17.896
O 2.9153 3.9157 13.689
O 1.352 8.2235 12.4461
O 1.21 5.708 13.0814
O 5.0306 8.2948 14.9005
O 11.0438 2.375 20.3157
O 10.9979 10.0141 12.7637
O 5.3091 3.6073 12.3698
O 5.0872 3.2027 14.9195
O 6.4943 4.7603 20.5187
O 8.4835 1.6436 16.7355
O 10.4146 1.2592 11.4614
O 10.8761 6.6453 11.6784
O 3.2278 8.6506 19.8012
O 1.717 6.4515 10.5278
O 7.1928 8.0545 20.0337
O 8.4769 7.6077 17.7422
O 3.6812 6.4625 13.6344
O 9.5585 4.999 13.3664
O 5.5433 9.9185 20.6406
O 10.3143 7.4097 14.1708
O 8.8263 6.0647 19.8595
O 7.097 5.7261 10.6756
O 5.2845 10.5587 16.3742
O 9.0498 1.1657 19.3578
O 11.5866 3.1701 10.1728
O 9.7438 8.6571 19.8688

Results
free energy: -57044.092 eV
free energy less fixed offsets of O -447.96, P -185.95, Si -113.29 eV per atom: -1.402 eV
gap between the highest filled and lowest empty level on this k mesh: 1.303 eV

The program warned: the cutoff lies below the one the program advises for these potential files; the model core charge is not resolved on the grid; the forces do not sum to zero within the program's tolerance; the exchange-correlation potential is rough where the density is thin.
